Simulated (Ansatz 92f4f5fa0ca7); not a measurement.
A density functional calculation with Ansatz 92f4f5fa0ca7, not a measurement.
Periodic cell of 225 atoms, Si132O91B2, from a study of silicon, its oxide and their interface. The atomic structure is a simulated model.
Doubt: the cutoff is far below the 930 eV that the study's wrapper takes by default for these files, so forces and energies are approximate.

Settings
functional: PBE
potential files: Ansatz PAW
basis: plane waves
wave-function cutoff: 580 eV
density cutoff ratio: 5
exchange-correlation grid ratio: 1
k mesh: 1 x 1 x 1, Gamma-centred
self-consistency stop: 5e-08 eV per atom in the density residual
occupations: fixed
spin: none
net charge: 0

Cell vectors (angstrom)
a	10.938	0	0
b	0	10.938	0
c	0	0	31.9494

Atoms and the computed forces on them: element, x, y, z (angstrom), force x, y, z (eV/angstrom)
Si	10.6246	0.0068	24.411	0.0153	0.0245	-0.0048
Si	5.076	0.1337	24.6461	-0.0125	0.0172	0.026
Si	2.8218	2.3019	24.5323	0.0016	-0.0115	-0.0013
Si	8.5674	2.4411	24.5642	0.0121	-0.0114	0.0166
Si	10.7104	5.5986	24.3222	-0.0339	-0.0223	0.041
Si	5.1561	5.62	24.446	-0.0185	0.0123	-0.0115
Si	2.9854	7.9591	24.4013	0.0158	-0.0044	0.0372
Si	8.4174	7.8411	24.4125	0.006	-0.0343	0.0059
Si	1.291	1.135	25.8346	0.0206	-0.0021	0.049
Si	6.8111	1.332	25.7397	0.0262	0.001	-0.0192
Si	3.9848	4.0189	25.7333	0.0077	0.0137	-0.0092
Si	9.6867	4.0336	25.8425	0.0293	0.0059	0.0157
Si	1.3368	6.7993	25.6688	0.0301	0.0158	-0.0252
Si	6.8042	6.7285	25.7431	0.0108	0.0087	0.0318
Si	4.0004	9.479	25.9437	0.0004	-0.0104	0.0294
Si	9.4818	9.449	25.7984	0.0159	0.0069	-0.0087
Si	2.6365	-0.1262	27.291	-0.0375	-0.0214	0.0224
Si	8.1437	-0.0578	27.1449	-0.0697	-0.0383	0.0056
Si	0.0806	2.6687	27.2034	0.0169	0.0112	0.0156
Si	5.4551	2.7337	27.1115	0.0188	0.008	-0.0189
Si	2.6698	5.4277	27.1107	-0.0384	-0.0504	-0.0231
Si	8.1952	5.3813	27.1319	-0.0269	-0.0243	-0.0256
Si	0.0151	8.1646	27.1279	-0.0285	-0.0146	-0.019
Si	5.5126	8.1532	27.1723	0.0064	0.0125	0.0034
Si	4.09	1.3466	28.4933	-0.0705	-0.0787	0.0508
Si	9.5403	1.3343	28.496	0.0247	0.0498	0.0381
Si	1.3943	4.0778	28.5703	-0.1091	-0.0014	-0.0763
Si	6.8117	4.0719	28.5265	0.0004	0.0012	-0.0146
Si	4.0823	6.7863	28.479	0.0217	0.0787	0.0637
Si	9.5605	6.7947	28.4732	-0.0413	0.0064	0.089
Si	1.2831	9.4831	28.6394	0.1141	0.0908	-0.2093
Si	6.8253	9.5431	28.5683	-0.0174	-0.0019	-0.0783
Si	-0.0379	0.0001	29.9144	-0.0216	0.0956	0.0352
Si	5.4565	0.0008	29.8946	0.0066	0.0394	0.0128
Si	2.762	2.7236	29.9047	0.0252	-0.0795	0.0126
Si	8.1928	2.7227	29.8844	0.0509	-0.01	0.018
Si	-0.0118	5.4598	29.8881	0.0474	0.0344	0.0063
Si	5.4572	5.4607	29.8862	0.0081	0.0197	0.0118
Si	2.7443	8.1682	29.9034	0.0803	-0.0629	0.0467
Si	8.2217	8.1841	29.889	0.0379	-0.0473	-0.0053
Si	1.3673	1.3673	31.2657	0.0765	0.0083	-0.1009
Si	6.8362	1.3673	31.2657	0.033	-0.0393	-0.0511
Si	4.1018	4.1018	31.2657	0.0909	-0.0821	0.0748
Si	9.5708	4.1018	31.2657	-0.1041	-0.1439	-0.1141
Si	1.3673	6.8362	31.2657	-0.0054	-0.2029	0.0076
Si	6.8362	6.8362	31.2657	0.0598	-0.0238	-0.1492
Si	4.1018	9.5708	31.2657	-0.0428	-0.0881	-0.0635
Si	9.5708	9.5708	31.2657	-0.1851	-0.1759	0.1455
Si	2.7345	0	0.6835	-0.0565	0.1429	0.0546
Si	8.2035	0	0.6835	-0.1445	0.1002	-0.0867
Si	0	2.7345	0.6835	0.0008	0.1878	0.0568
Si	5.469	2.7345	0.6835	-0.0608	0.1092	0.1938
Si	2.7345	5.469	0.6835	-0.1181	-0.0292	-0.067
Si	8.2035	5.469	0.6835	-0.0417	0.1151	0.0384
Si	0	8.2035	0.6835	-0.039	0.1405	0.1719
Si	5.469	8.2035	0.6835	-0.0197	0.1695	0.0343
Si	4.0693	1.399	2.0758	0.0224	0.0254	-0.0194
Si	9.5642	1.3763	2.0408	0.0486	-0.028	-0.055
Si	1.3357	4.1553	2.0598	-0.1048	0.0025	0.0649
Si	6.8097	4.1497	2.0532	-0.0833	0.0285	-0.0417
Si	4.0778	6.8524	2.0375	0.0071	0.0257	-0.0201
Si	9.5511	6.8565	2.0709	0.0185	-0.0111	-0.0219
Si	1.3436	9.6205	2.0565	-0.0708	-0.014	-0.0648
Si	6.788	9.6416	2.0438	-0.0798	0.0122	0.0476
Si	-0.0142	0.056	3.456	-0.0343	0.039	-0.0657
Si	5.4152	0.0413	3.4832	0.0268	0.0183	-0.0817
Si	2.6816	2.7954	3.4241	0.0898	0.0029	-0.0012
Si	8.2149	2.7883	3.3465	-0.0427	-0.0281	0.1741
Si	0.0083	5.5435	3.4959	-0.037	-0.0267	-0.1256
Si	5.4319	5.5335	3.4408	0.0558	-0.0403	-0.0085
Si	2.7123	8.2431	3.3721	0.0744	-0.0489	-0.0289
Si	8.1716	8.2957	3.364	-0.0562	-0.0991	0.0216
Si	1.3322	1.4567	4.8378	-0.0358	0.184	-0.0938
Si	6.8249	1.5026	4.7428	0.0036	0.1177	-0.0706
Si	4.0098	4.203	4.7993	-0.0473	-0.0114	0.0015
Si	9.5484	4.1172	4.7821	-0.0218	0.0272	-0.0528
Si	1.3505	7.0256	4.835	-0.0736	-0.0669	0.0681
Si	6.7673	7.0096	4.749	0.0735	0.0497	-0.0394
Si	4.0047	9.5624	4.8116	0.0204	0.1621	0.0906
Si	9.5305	9.611	4.7753	-0.2357	0.1301	-0.1705
Si	2.5494	-0.0712	6.1713	0.4022	0.0993	0.0761
Si	8.1989	0.1286	6.0705	0.0745	-0.0309	0.0181
Si	-0.0088	2.8491	6.2748	-0.0074	-0.0605	0.0449
Si	5.4154	2.8425	6.1166	0.0096	-0.0535	-0.0558
Si	2.7264	5.679	6.2033	0.1291	0.0261	0.0872
Si	8.2061	5.6433	5.9706	0.0521	-0.0189	0.0144
Si	0.0147	8.4535	6.2501	-0.0693	-0.4752	0.1046
Si	5.4309	8.328	6.2654	0.0276	-0.073	0.0613
Si	4.271	1.1163	7.3149	0.147	0.1437	-0.0148
Si	9.7493	1.1847	7.5123	0.0495	0.0033	-0.0078
Si	1.1541	4.5388	7.5131	0.0127	0.0844	-0.1314
Si	6.582	4.5833	7.2837	0.0655	-0.1143	-0.0415
Si	4.2827	6.795	7.7101	-0.2844	-0.0889	-0.2575
Si	9.751	6.7239	7.4401	-0.1278	-0.2056	0.0352
B	0.8081	10.1652	7.0407	-0.265	0.3722	0.6805
Si	6.6653	9.9677	7.4485	-0.0337	0.0172	-0.0868
O	9.5876	1.2499	23.9761	-0.0204	-0.0115	0.001
O	4.1069	6.8129	23.9385	0.001	-0.0238	0.0011
O	4.0131	1.2541	24.02	0.003	-0.0006	0.004
O	9.5405	6.7155	23.889	0.0062	0.0002	-0.0102
O	-0.0363	5.6226	7.9612	-0.0312	0.0621	0.0326
O	5.4747	0.1101	7.8843	-0.0928	0.0613	0.0885
O	0.0339	0.0338	7.875	0.0336	-0.0958	-0.7091
O	5.4997	5.6752	7.9374	0.1001	-0.0822	0.2127
O	7.5964	3.9646	8.4173	-0.0065	0.0155	0.0333
O	8.7533	7.1291	8.7099	-0.079	0.0629	0.0951
O	8.928	1.6788	8.8854	-0.0535	0.0141	0.0372
O	7.5262	9.495	8.7857	0.0257	-0.0369	0.0478
O	3.5198	1.8158	8.5882	-0.0416	0.0121	0.0944
O	3.4987	7.2695	9.1456	0.1397	-0.1342	-0.2956
O	2.0192	4.0166	8.8336	0.0713	0.0392	0.0559
O	8.1368	3.4955	23.3624	-0.0014	0.0055	-0.0103
O	0.4524	4.9473	22.9362	0.0085	-0.0046	-0.0108
O	1.8972	2.7598	23.2505	0.002	-0.0137	-0.0005
O	5.8237	4.9098	23.1109	0.0111	-0.0073	-0.0045
O	5.5242	10.011	23.4731	-0.0244	0.0053	0.0302
O	2.441	8.6937	23.0171	-0.0075	0.0078	-0.0145
O	0.1891	10.0785	23.0727	0.0116	-0.0192	-0.0041
O	7.786	8.5815	23.0695	-0.0039	0.0095	-0.0021
Si	8.6791	7.6874	18.4297	0.0148	-0.0137	0.0347
Si	8.8962	6.3425	13.6098	0.026	-0.0098	0.0082
Si	3.8405	1.5229	14.7349	-0.0009	-0.0025	0.0238
Si	2.1756	5.74	17.6336	-0.0017	0.0012	0.0494
Si	2.4342	3.1334	19.4888	-0.0055	-0.0156	0.0306
Si	9.9421	9.0138	12.0379	-0.0363	0.0097	-0.0544
Si	1.3316	9.4244	22.0696	0.0013	-0.0095	0.0328
Si	9.2462	0.9565	13.1875	0.019	-0.0081	0.0113
Si	1.4825	5.0326	13.0007	0.0135	-0.0318	0.0009
Si	1.9261	8.2096	12.7476	-0.0798	0.0189	0.069
Si	6.66	9.5644	22.4123	0.0112	-0.01	0.016
Si	4.5737	4.5653	15.744	0.001	-0.0182	0.0667
Si	8.2345	3.0182	9.5548	-0.0293	0.0258	-0.0721
Si	0.8572	8.2427	19.2534	0.0053	0.0044	0.0387
Si	6.9639	1.3528	21.0831	0.0109	0.0073	0.0255
Si	8.2712	8.3503	9.6875	0.0922	0.0194	-0.132
Si	10.9603	5.1724	15.5917	0.0025	-0.0102	0.0554
Si	7.6034	9.4873	16.3045	0.017	-0.0044	0.0545
Si	9.9432	2.0616	20.2912	0.0007	-0.0065	0.0281
B	3.6577	8.0187	10.3091	0.185	0.1648	0.0621
Si	6.7461	3.3235	17.4347	0.0151	-0.0108	0.0359
Si	1.1741	0.2069	19.7932	0.0065	-0.0081	0.0284
Si	3.2691	2.7948	12.294	0.0046	-0.0359	-0.0341
Si	7.2405	5.3905	19.6881	0.0088	-0.0126	0.0316
Si	5.9007	8.5764	11.6445	-0.0117	-0.0348	-0.0462
Si	5.8893	5.9951	13.2511	0.0018	-0.0467	0.0263
Si	4.6609	9.6918	17.601	0.0092	-0.0057	0.0477
Si	1.0257	3.6051	22.1693	-0.0005	0.0013	0.0294
Si	4.9165	1.4654	18.7963	0.012	-0.0002	0.0371
Si	3.1625	3.0834	9.5224	-0.0429	-0.1004	-0.0479
Si	6.5058	10.8169	13.7783	0.0099	0.0131	0.054
Si	10.3936	0.1072	15.9671	0.0079	0.0073	0.0476
Si	5.6827	3.6246	11.1369	0.0348	-0.0954	0.0038
Si	9.9093	3.8781	11.8649	0.0048	0.0016	-0.0072
Si	2.3859	9.8918	15.5093	0.0231	-0.0036	0.0136
Si	6.0966	8.1181	19.7861	0.0061	-0.0041	0.033
Si	6.9385	3.9805	22.3735	-0.0026	-0.0024	0.0335
Si	9.8062	2.7595	17.3633	-0.0082	-0.0035	0.0447
O	7.3144	6.3128	13.9867	-0.02	-0.0004	-0.0104
O	1.9049	7.056	18.6747	0.0106	-0.0155	-0.0145
O	10.3571	3.9957	16.5001	0.0196	0.0168	-0.0288
O	6.1967	9.9474	17.036	0.0115	-0.0007	-0.0194
O	10.1942	0.7534	14.4887	-0.003	0.0025	-0.0225
O	8.4654	6.1074	18.8524	0.0076	0.0023	-0.0091
O	5.2288	0.6916	14.4164	0.0331	-0.0174	-0.0175
O	5.7747	2.0267	17.538	0.0038	-0.0036	-0.0122
O	8.3541	1.9464	20.5236	0.0049	-0.0099	-0.0023
O	2.0123	4.2953	18.4086	0.0094	0.0059	-0.018
O	6.9901	2.7829	10.6085	-0.0279	0.017	0.0535
O	4.9006	2.6556	12.1897	0.0171	0.0125	0.0097
O	6.0732	4.371	16.3844	-0.0048	0.0081	-0.0199
O	4.5627	3.887	9.9322	-0.0095	0.0566	0.0099
O	10.6925	2.7796	21.553	-0.0031	-0.0078	-0.0057
O	9.8102	6.1417	14.9563	-0.0084	0.0056	-0.0203
O	6.026	6.4811	19.8261	0.0038	0.0008	-0.0063
O	4.1053	0.1577	18.2554	0.0059	-0.0131	-0.0191
O	9.3893	10.5257	12.3077	-0.005	-0.0201	0.0044
O	2.9246	4.3477	12.6978	0.0037	0.0134	0.0029
O	1.9203	10.7011	21.1999	-0.0004	0.0027	-0.0077
O	4.0111	2.7104	19.3635	0.0076	-0.0062	-0.0077
O	0.7697	10.0241	15.9213	0.013	-0.0204	-0.0222
O	1.283	9.8023	18.8237	0.005	-0.0063	-0.0089
O	1.7289	1.6573	19.2642	0.009	0.0043	-0.0063
O	8.9814	10.3709	16.4775	0.0021	-0.0037	-0.0139
O	4.8968	8.5737	18.7736	0.001	0.0023	-0.0191
O	9.647	8.8037	10.4421	0.0024	0.0293	0.0482
O	6.7887	4.0611	18.8834	0.0003	-0.0059	-0.0195
O	2.8775	1.7156	13.4183	0.0027	0.0071	0.0078
O	5.8466	8.7769	21.2459	0.007	-0.0082	-0.016
O	2.537	2.4365	10.889	0.0206	0.0447	0.0265
O	7.6322	4.8686	21.1856	0.0076	0.006	-0.0211
O	5.3421	7.4326	12.6808	-0.0028	0.024	0.0012
O	0.5886	9.0262	12.3394	0.027	0.0006	-0.007
O	7.6466	1.0372	13.5408	-0.0096	-0.0055	-0.0116
O	7.1495	9.6249	14.7326	0.0038	0.0049	-0.0398
O	9.0722	5.0228	12.6631	-0.0009	0.0024	0.0029
O	8.1175	8.0231	16.8998	-0.0006	0.0052	-0.0219
O	6.2267	2.5824	21.8845	0.0047	-0.0125	-0.0134
O	2.5201	9.0406	14.0694	0.0093	0.0184	0.0391
O	0.4993	4.4531	11.8293	0.0195	0.0142	0.0304
O	0.8197	8.3182	20.9251	0.0023	-0.0063	-0.0245
O	9.4227	3.8219	10.3165	0.0028	-0.0138	0.0194
O	9.716	2.3659	12.4906	0.0042	0.0027	0.0044
O	7.6426	8.5555	19.3799	0.0076	-0.002	-0.0156
O	2.7375	8.0636	11.3321	0.0556	-0.0722	-0.12
O	4.0178	3.0269	15.4113	0.007	-0.0034	-0.0228
O	0.901	4.4656	14.4151	0.0099	0.0036	-0.0232
O	10.0877	3.0036	18.9548	0.0068	0.0007	-0.0215
O	9.2912	7.787	12.9308	-0.014	-0.0123	0.0027
O	10.5238	0.5397	20.0746	0.0033	-0.0059	-0.0081
O	6.0727	4.9901	11.9505	-0.0084	0.0476	-0.0105
O	8.2044	2.7365	17.0187	0.0019	-0.0054	-0.0079
O	3.5817	5.4613	16.7481	0.0233	-0.0091	-0.0271
O	4.8019	8.7737	10.4516	0.0717	0.0187	-0.0217
O	1.5939	6.6525	13.1487	0.0202	-0.018	-0.0014
O	4.8441	5.4269	14.3748	0.0139	0.0324	-0.0506
O	2.0632	3.8398	20.9208	0.0085	-0.0025	-0.0199
O	10.5917	1.3763	16.9796	0.0092	-0.0179	-0.0201
O	1.0017	6.0492	16.5437	0.0017	-0.0004	-0.0235
O	7.3603	10.9581	21.93	0.0032	0.0007	-0.003
O	5.9281	0.8917	19.9311	-0.0085	-0.0048	-0.0188
O	6.1196	10.0109	12.3995	0.0084	-0.0075	-0.0223
O	2.9001	0.5092	15.5845	0.0062	-0.0026	-0.0048
O	7.2307	7.9633	10.8951	-0.0548	0.0085	0.044
O	10.2645	8.005	18.6746	0.0006	-0.0052	-0.0126
O	3.4781	9.1682	16.5558	-0.0099	-0.0026	-0.0224

Results
free energy: -135978.392 eV
free energy less fixed offsets of B -154.04, O -568.88, Si -635.61 eV per atom: -1.712 eV

The program warned: the cutoff lies below the one the program advises for these potential files; the exchange-correlation potential is rough where the density is thin.
